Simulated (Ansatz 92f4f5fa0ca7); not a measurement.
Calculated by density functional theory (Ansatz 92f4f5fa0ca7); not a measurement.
Periodic cell of 224 atoms, Si132O90B1H1, from a study of silicon, its oxide and their interface. The atomic structure is a simulated model.
Doubt: the cutoff is far below the 930 eV that the study's wrapper takes by default for these files, so forces and energies are approximate.

Settings
functional: PBE
potential files: Ansatz PAW
basis: plane waves
wave-function cutoff: 580 eV
density cutoff ratio: 5
exchange-correlation grid ratio: 1
k mesh: 1 x 1 x 1, Gamma-centred
self-consistency stop: 5e-08 eV per atom in the density residual
occupations: fixed
spin: none
net charge: 0

Cell vectors (angstrom)
a 10.938 0 0
b 0 10.938 0
c 0 0 32.3318

Atoms: element, x, y, z (angstrom)
Si 0.4324 -0.4191 24.8875
Si 5.2114 0.237 24.7512
Si 2.8717 2.349 24.7005
Si 7.8341 2.8658 24.7398
Si -0.2845 5.7062 24.9065
Si 5.7199 5.1807 24.8373
Si 2.61 8.2444 24.8429
Si 8.3548 7.7659 24.9712
Si 1.4484 1.2351 26.2152
Si 6.7309 1.3682 26.187
Si 4.0371 4.0175 26.0552
Si 9.534 3.9843 26.0946
Si 1.3365 6.8082 26.2249
Si 6.8498 6.6365 26.3381
Si 4.1497 9.5048 26.1217
Si 9.5697 9.4967 26.125
Si 2.8081 -0.0754 27.5743
Si 8.2019 -0.0113 27.4875
Si 0.0224 2.6789 27.4884
Si 5.4229 2.7507 27.5515
Si 2.7386 5.4217 27.5015
Si 8.2808 5.3482 27.6033
Si -0.0026 8.2011 27.5743
Si 5.5088 8.1666 27.533
Si 4.1018 1.3673 28.9135
Si 9.5708 1.3673 28.9135
Si 1.3673 4.1018 28.9135
Si 6.8362 4.1018 28.9135
Si 4.1018 6.8362 28.9135
Si 9.5708 6.8362 28.9135
Si 1.3673 9.5708 28.9135
Si 6.8362 9.5708 28.9135
Si 0 0 30.2808
Si 5.469 0 30.2808
Si 2.7345 2.7345 30.2808
Si 8.2035 2.7345 30.2808
Si 0 5.469 30.2808
Si 5.469 5.469 30.2808
Si 2.7345 8.2035 30.2808
Si 8.2035 8.2035 30.2808
Si 1.3673 1.3673 31.648
Si 6.8362 1.3673 31.648
Si 4.1018 4.1018 31.648
Si 9.5708 4.1018 31.648
Si 1.3673 6.8362 31.648
Si 6.8362 6.8362 31.648
Si 4.1018 9.5708 31.648
Si 9.5708 9.5708 31.648
Si 2.7345 0 0.6835
Si 8.2035 0 0.6835
Si 0 2.7345 0.6835
Si 5.469 2.7345 0.6835
Si 2.7345 5.469 0.6835
Si 8.2035 5.469 0.6835
Si 0 8.2035 0.6835
Si 5.469 8.2035 0.6835
Si 4.1018 1.3673 2.0507
Si 9.5708 1.3673 2.0507
Si 1.3673 4.1018 2.0507
Si 6.8362 4.1018 2.0507
Si 4.1018 6.8362 2.0507
Si 9.5708 6.8362 2.0507
Si 1.3673 9.5708 2.0507
Si 6.8362 9.5708 2.0507
Si 0 0 3.418
Si 5.469 0 3.418
Si 2.7345 2.7345 3.418
Si 8.2035 2.7345 3.418
Si 0 5.469 3.418
Si 5.469 5.469 3.418
Si 2.7345 8.2035 3.418
Si 8.2035 8.2035 3.418
Si 1.318 1.4422 4.7208
Si 6.8738 1.3767 4.8312
Si 4.0779 4.1267 4.8022
Si 9.574 4.1265 4.8209
Si 1.3562 6.8441 4.8608
Si 6.7565 6.9366 4.7099
Si 4.0825 9.5989 4.8022
Si 9.5434 9.6237 4.7636
Si 2.7245 0.1449 6.0122
Si 8.2828 0.0636 6.2603
Si 0.0515 2.7571 6.2179
Si 5.518 2.7825 6.1434
Si 2.727 5.463 6.3091
Si 8.1322 5.5993 5.9676
Si -0.0351 8.3116 6.1421
Si 5.483 8.285 6.203
Si 3.9889 1.536 7.4367
Si 9.8969 1.254 7.6772
Si 1.6951 3.697 7.6798
Si 6.6297 4.503 7.3684
Si 4.392 6.668 7.5296
Si 9.2215 7.1297 7.3458
Si 1.1378 10.018 7.3456
Si 7.1045 9.4035 7.5868
O 9.5209 6.7808 24.258
O 4.0505 1.2938 24.1083
O 8.1565 8.1925 8.0599
O 2.9481 2.669 8.0197
O 6.8349 4.0985 24.2416
O 1.5063 9.3737 24.3463
O 5.504 5.5288 8.0588
O 0.088 0.1039 8.1805
O 7.657 4.0356 8.5527
O 6.5889 10.0313 9.0492
O 9.864 6.1938 8.5589
O 2.2515 9.3827 8.38
O 4.576 0.7565 8.7804
O 1.0478 3.8102 9.2118
O 9.4259 2.0796 9.0597
O 3.9089 7.3448 8.9983
O 7.2504 8.1821 23.7946
O 8.1411 2.0102 23.3435
O 5.2054 5.9265 23.4659
O 1.9067 2.8651 23.447
O 10.9893 0.2681 23.4226
O 0.5533 5.1276 23.6098
O 3.2011 7.6351 23.4163
O 6.0628 10.5508 23.4682
Si 6.1359 -2.7743 20.4476
Si 4.177 6.709 22.4894
Si -6.7354 15.2766 11.7887
Si 5.6613 1.6603 12.293
Si 5.9375 0.4718 9.6402
Si -1.1084 -0.6224 16.4026
Si -0.0465 -0.4551 13.443
Si -1.964 2.2267 21.9485
Si 5.4485 5.0108 14.3028
Si 2.8451 3.4056 18.5547
Si 2.1484 -2.2452 12.4037
Si 2.064 5.4457 20.6627
Si 8.0783 2.8667 9.5931
Si 0.1735 8.0568 20.4656
Si 12.8367 3.215 15.8792
Si 3.839 -3.3193 14.615
Si -1.3589 5.6533 13.9695
Si -2.9212 14.4888 19.3248
Si 5.7886 3.5491 17.1962
Si 8.5679 6.5044 19.4251
Si -3.7207 -1.3939 22.8942
Si -1.4413 7.1655 16.5081
Si 7.6471 1.2702 17.594
B 3.0828 0.9165 19.6105
Si 12.0886 4.2139 10.7897
Si 5.3772 10.5585 18.7587
Si 10.0843 10.5332 22.2496
Si -0.6936 -2.9995 12.1875
Si 1.2501 -0.9012 18.3191
Si 2.5318 8.1535 9.3919
Si -3.1568 3.6933 12.6306
Si -0.1331 6.6546 9.7914
Si 0.745 3.7754 22.7174
Si -7.5065 1.3527 14.2965
Si 12.118 6.1158 15.4933
Si 0.8428 2.2404 13.204
Si 3.6137 -0.9541 16.3384
O 2.314 -1.4086 17.2018
O -2.0476 -6.0274 19.5835
O 4.7073 -0.2248 17.2821
O -2.0954 6.2211 15.3296
O 0.5887 3.2296 11.9512
O 1.2559 -4.0666 20.7807
O 1.3206 7.0878 9.2096
O -6.0562 2.8651 11.4867
O 9.2907 -4.1509 12.8246
O 5.0706 -4.3634 14.5187
O 2.3749 1.6591 13.0848
O 4.1634 4.4165 13.4418
O -4.088 0.3331 18.694
O 3.3167 2.5867 15.358
O 4.3599 8.7047 15.6929
O 5.7692 4.4069 15.7928
O 2.3551 7.1419 15.0955
O 8.7461 -0.8917 23.0262
O -5.8269 16.4604 11.1368
O 1.9929 4.8265 16.02
O 6.6694 4.0758 18.5147
O 1.1774 4.221 21.2266
O 4.2776 3.518 17.7832
O 6.9173 1.7445 9.4667
O 0.8997 -3.31 12.5123
O -0.6994 3.0969 22.4876
O 6.4944 2.1208 16.7886
O -0.8674 7.9067 10.5641
O -8.4605 4.8981 19.1631
O 20.5948 7.3558 20.272
O 5.7097 0.3772 11.2677
O 8.6791 6.8264 17.8499
O -2.976 2.9112 20.847
O 9.1153 4.1499 13.488
O -9.1966 2.7989 17.4657
O -0.2684 12.0094 12.9274
O -1.0925 -1.5175 12.7612
O 0.7395 -2.2146 19.1097
O 2.967 2.2848 19.7387
O 1.9612 11.1085 19.3206
O 2.6125 8.8251 10.8574
O 3.5246 -2.6588 13.1565
O 5.5534 8.9792 19.1549
O -11.0255 -0.2813 17.6276
O 8.5365 0.3623 16.5742
O 4.9277 7.6271 21.3785
O 2.7112 4.4979 11.1552
O -4.2316 4.773 13.2695
O -6.6076 11.2828 19.795
O -0.2549 10.557 15.0435
O 6.9743 9.2482 21.3171
O 0.2475 -5.3364 14.2542
O 8.6266 13.2881 18.3743
O 8.1946 3.6488 11.0382
O 7.1324 2.1898 12.8399
O -0.056 -1.6586 21.5438
O 1.479 -0.889 13.0174
O 0.1658 6.7972 16.5903
O 0.1215 5.4757 10.8815
O 0.7392 2.7815 14.7779
O 7.0801 6.9189 19.9593
O 3.3684 5.6001 21.6182
O -1.6224 8.7698 16.3044
O 3.0936 0.0144 15.1455
O -1.3531 0.8356 21.2923
O -6.036 1.1961 13.6502
H -6.2096 16.9804 10.4016

Results
free energy: -135270.214 eV
free energy less fixed offsets of B -154.04, H -15.97, O -568.88, Si -635.61 eV per atom: -0.484 eV

Forces (eV/angstrom), in the order of the atoms: element, x, y, z
Si -0.1682 0.0235 -0.2637
Si -0.1599 0.0618 -0.0792
Si 0.0404 -0.0083 0.0332
Si -0.0161 -0.0401 -0.0948
Si -0.1424 0.1231 -0.3439
Si 0.024 -0.013 -0.1693
Si -0.1259 0.1013 -0.3237
Si 0.1043 -0.1074 -0.1561
Si -0.0675 0.0255 -0.1287
Si 0.0778 -0.0243 -0.182
Si 0.0373 -0.0929 -0.246
Si -0.0704 0.0312 -0.2544
Si -0.0498 -0.0151 -0.1225
Si -0.0047 0.0801 -0.2769
Si 0.0475 0.0868 -0.174
Si 0.0492 -0.0436 -0.2811
Si 0.0855 -0.0973 0.0365
Si 0.0108 0.0263 0.0238
Si 0.1094 0.0317 0.0771
Si -0.0251 0.1182 -0.0303
Si 0.0776 0.03 0.0924
Si 0.0148 -0.0953 0.083
Si 0.0065 0.118 0.0177
Si 0.0022 0.0076 0.0986
Si 0.0582 -0.0896 0.2132
Si -0.0469 -0.1104 -0.3691
Si -0.0676 -0.2355 -0.3215
Si -0.1243 -0.3187 0.3318
Si -0.0736 -0.1339 -0.3108
Si 0.139 -0.2192 0.1977
Si 0.0703 -0.0663 0.2266
Si 0.1362 -0.0065 -0.2236
Si 0.0463 -0.0125 -0.0322
Si -0.0034 0.1163 0.0014
Si -0.0651 -0.1072 -0.0145
Si -0.206 -0.0436 0.0087
Si -0.0476 0.1076 0.0014
Si 0.058 0.0081 -0.0268
Si -0.1579 -0.0163 -0.0058
Si -0.0315 -0.0307 -0.0311
Si -0.025 0.0548 0.0039
Si 0.1331 -0.0847 -0.0001
Si -0.0051 0.0203 -0.0218
Si 0.0435 -0.0313 -0.0435
Si 0.0902 -0.0718 -0.0118
Si -0.0354 0.0218 -0.004
Si 0.0389 -0.0465 -0.0452
Si 0.0166 -0.0129 -0.015
Si -0.004 -0.0219 0.0113
Si -0.111 0.0535 0.0184
Si -0.0353 0.0059 0.041
Si -0.0037 -0.0164 0.0019
Si -0.0975 0.0813 0.0026
Si -0.008 0.0125 0.0129
Si 0.006 -0.0055 0.0034
Si -0.0101 0.0376 0.0428
Si 0.0273 0.0507 0.0611
Si 0.0574 -0.0257 -0.0533
Si 0.1641 0.04 -0.0412
Si 0.0138 0.0175 0.075
Si -0.0171 -0.1224 -0.0426
Si 0.0182 0.0298 0.0702
Si -0.0232 -0.008 0.0547
Si 0.1403 0.0049 -0.055
Si -0.1356 0.1727 -0.3264
Si 0.2217 0.0686 0.303
Si -0.0338 0.446 -0.3184
Si 0.2445 -0.011 0.2416
Si 0.1518 0.0653 0.3258
Si -0.3835 0.1424 -0.172
Si -0.0081 -0.1743 0.3545
Si -0.1069 0.4663 -0.3913
Si 0.0457 0.0694 -0.1083
Si -0.0262 -0.098 -0.0513
Si -0.0393 -0.0749 0.14
Si 0.0161 -0.1255 -0.1045
Si 0.0485 -0.0031 0.0146
Si -0.0601 0.0567 -0.1263
Si -0.0145 -0.0936 -0.1244
Si -0.042 -0.0144 0.0874
Si -0.0704 -0.0294 0.1612
Si -0.0526 0.0331 0.3141
Si -0.0528 0.114 0.1558
Si -0.0579 0.0996 0.2553
Si -0.0747 -0.0265 0.2142
Si 0.0009 -0.0331 0.1764
Si -0.0241 -0.0288 0.2967
Si 0.0403 0.0842 0.1203
Si 0.1238 -0.0108 0.2137
Si 0.0851 -0.1244 0.043
Si 0.0778 0.026 0.182
Si 0.0805 -0.0256 0.0303
Si 0.1856 -0.2761 0.2257
Si 0.1475 -0.0245 0.0791
Si 0.0007 -0.0797 0.0568
Si 0.1522 -0.1078 0.3
O 0.0532 -0.0858 0.6986
O 0.0631 -0.0565 0.4966
O -0.083 0.146 -0.4543
O -0.2113 0.1161 -0.2469
O -0.0178 -0.0757 0.4294
O -0.0367 0.0285 0.4652
O -0.0675 0.0726 -0.4971
O -0.0292 -0.0137 -0.5367
O 0.0046 -0.0402 0.0231
O 0.0377 -0.056 -0.3269
O 0.0383 0.0676 -0.1476
O 0.0071 -0.0318 0.0939
O -0.0428 0.0412 -0.1873
O 0.0502 0.0113 -0.442
O 0.0123 -0.0738 -0.1778
O -0.1486 0.0492 -0.2323
O -0.0263 0.0333 0.0717
O -0.1068 0.0765 0.307
O 0.0111 -0.0118 0.0986
O 0.0852 -0.0016 -0.0156
O 0.0558 -0.002 0.2881
O -0.0329 0.0278 0.2016
O -0.0279 0.0235 0.2658
O 0.03 -0.0382 -0.0185
Si 0.0195 -0.2015 -0.3031
Si -0.0412 -0.0575 -0.0196
Si 0.0932 -0.1473 -0.0758
Si 0.0611 0.1282 0.106
Si -0.112 -0.0736 0.1427
Si 0.1012 -0.0612 -0.0648
Si -0.1136 -0.0245 -0.1034
Si 0.0184 0.169 -0.1574
Si -0.0234 -0.1143 -0.0565
Si 0.0145 0.0607 0.0902
Si -0.2115 -0.0443 0.2241
Si -0.0388 0.182 -0.1275
Si -0.1181 0.1561 -0.0612
Si -0.1211 -0.1388 -0.1245
Si 0.0258 -0.0046 0.0156
Si -0.0303 0.0008 -0.0438
Si -0.058 0.0513 -0.0623
Si 0.0916 0.2025 0.1053
Si 0.0082 0.0257 0.1053
Si 0.026 -0.0093 0.0606
Si -0.1022 -0.0833 0.0077
Si -0.0507 -0.0302 0.0719
Si -0.0066 -0.0244 0.0473
B 0.0791 0.0239 -0.084
Si 0.158 -0.0307 0.2642
Si -0.089 -0.0762 0.0644
Si 0.078 -0.1122 -0.2474
Si -0.0651 -0.0416 0.0839
Si 0.013 -0.0702 0.1059
Si -0.0059 0.1697 0.0043
Si -0.0999 -0.1536 0.2363
Si -0.247 0.125 0.2222
Si 0.1263 0.0584 0.0308
Si 0.0648 -0.0416 -0.0561
Si -0.0904 -0.0248 -0.003
Si 0.0557 -0.1394 -0.0283
Si -0.0688 0.0884 -0.0277
O 0.0258 -0.004 -0.0224
O -0.0181 -0.0964 -0.0764
O 0.033 0.0686 -0.0132
O 0.0722 0.0113 -0.0182
O -0.0012 0.0454 -0.113
O 0.0666 -0.067 0.0253
O 0.0734 -0.0764 -0.1139
O -0.0394 0.0412 -0.0382
O 0.0588 -0.0175 0.0444
O 0.0075 0.0285 0.0246
O -0.0287 0.0038 0.0261
O 0.0027 0.0915 0.0681
O 0.0388 0.0308 0.0151
O -0.0634 0.009 -0.0113
O 0.0384 -0.0071 0.0295
O -0.0026 0.0189 0.054
O 0.0326 -0.0107 0.0292
O -0.054 0.0622 0.1178
O -0.1187 0.0759 -0.0994
O 0.0126 -0.0112 -0.0129
O -0.0268 -0.0576 -0.0601
O -0.0657 -0.1707 0.143
O 0.0273 -0.0432 -0.0212
O 0.1057 0.0979 0.027
O 0.0608 0.0708 -0.0427
O -0.0072 -0.0127 -0.032
O -0.0474 -0.0174 -0.0815
O 0.1477 -0.1069 -0.0938
O 0.0016 -0.0719 0.0208
O 0.0683 0.0687 0.032
O -0.0173 -0.0577 -0.2162
O -0.008 0.0409 -0.0979
O 0.0969 -0.0723 0.0855
O -0.0424 0.0413 -0.0384
O -0.0179 0.0231 -0.0271
O 0.0685 0.0332 0.0465
O 0.076 0.0075 -0.0014
O 0.0369 0.0497 -0.0251
O -0.0334 0.0335 -0.0478
O 0.0279 0.0154 0.0126
O 0.0873 -0.0307 -0.1511
O -0.0141 0.001 -0.0549
O 0.0098 0.0202 0.049
O -0.0745 0.047 -0.0186
O -0.0335 0.0231 -0.0013
O -0.0288 0.0063 0.1569
O -0.0693 0.0614 -0.0137
O 0.0252 0.0482 -0.0413
O 0.0672 -0.0382 -0.0341
O -0.0193 0.0026 0.0751
O 0.1027 0.1887 0.2266
O 0.0184 -0.0204 -0.005
O -0.068 -0.0386 -0.042
O 0.1003 -0.1254 -0.232
O -0.0125 0.0473 -0.08
O -0.1159 0.1909 0.0876
O 0.0635 -0.0504 -0.0163
O 0.0463 0.0089 0.0041
O -0.0043 0.064 -0.045
O 0.014 0.0412 0.0446
O -0.0867 0.1082 0.0747
O 0.0504 -0.0121 0.1394
O -0.0242 0.0142 -0.0219
O -0.0041 -0.0134 0.0414
O -0.0293 -0.0771 0.0352
O -0.0213 -0.0112 0.0212
H 0.1139 -0.1028 0.1825

The program warned: the cutoff lies below the one the program advises for these potential files; the exchange-correlation potential is rough where the density is thin.
